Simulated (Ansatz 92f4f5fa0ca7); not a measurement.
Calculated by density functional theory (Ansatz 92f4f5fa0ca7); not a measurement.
Periodic cell of 224 atoms, Si133O88H3, from a study of silicon, its oxide and their interface. The atomic structure is a simulated model.
Doubt: the cutoff is far below the 930 eV that the study's wrapper takes by default for these files, so forces and energies are approximate.
This geometry differs little from another in the collection (a relaxation step or a small displacement).

Settings
functional: PBE
potential files: Ansatz PAW
basis: plane waves
wave-function cutoff: 580 eV
density cutoff ratio: 5
exchange-correlation grid ratio: 1
k mesh: 1 x 1 x 1, Gamma-centred
self-consistency stop: 5e-08 eV per atom in the density residual
occupations: fixed
spin: none
net charge: +1 e, with a uniform compensating background and no finite-size correction

Cell vectors (angstrom)
a  10.938  0  0
b  0  10.938  0
c  0  0  31.948

Atoms and the computed forces on them: element, x, y, z (angstrom), force x, y, z (eV/angstrom)
Si  0.2959  10.546  24.394  -0.0066  -0.0052  0.0249
Si  5.2292  0.1454  24.5247  -0.0001  -0.004  0.0253
Si  2.9757  2.3434  24.5248  -0.0067  0.0012  0.0121
Si  7.9394  2.9248  24.4967  -0.0082  -0.0053  0.0002
Si  10.6283  5.4236  24.4414  0.0005  -0.0028  0.0103
Si  5.7708  5.2047  24.4344  -0.0122  -0.0042  0.0057
Si  2.5923  8.3584  24.5339  -0.0008  -0.0129  0.0143
Si  8.5242  7.7781  24.4232  0.0041  -0.004  -0.0033
Si  1.3629  1.2251  25.8106  0.0204  -0.0088  -0.0298
Si  6.8238  1.3166  25.8045  -0.015  0.0104  -0.032
Si  4.1423  4.0258  25.7273  0.0169  -0.0075  -0.0325
Si  9.4807  4.0224  25.9098  0.0061  0.0226  -0.023
Si  1.3645  6.6767  25.6724  0.0015  0.0122  -0.0334
Si  6.9017  6.7486  25.8154  0.0136  -0.0064  -0.0198
Si  4.0918  9.5349  25.9027  -0.0085  0.0196  -0.03
Si  9.6107  9.4409  25.7165  0.0224  0.0024  -0.035
Si  2.7239  -0.0519  27.2596  -0.0123  -0.0127  0.0097
Si  8.2446  -0.0789  27.0861  -0.0076  -0.0057  0.0087
Si  0.0094  2.6523  27.1397  -0.0109  -0.0049  0.0161
Si  5.4745  2.6932  27.1886  -0.0132  -0.0141  0.0006
Si  2.7596  5.3935  27.0854  -0.0087  -0.0022  0.0037
Si  8.1942  5.426  27.2761  -0.0152  -0.0166  0.0244
Si  0.0435  8.0997  27.1178  -0.0112  -0.0058  0.0023
Si  5.5168  8.1467  27.1487  -0.0077  -0.0063  0.0175
Si  4.0942  1.3529  28.5672  0.0071  -0.0023  -0.0208
Si  9.5755  1.3011  28.5059  0.0164  0.003  -0.015
Si  1.3764  4.0601  28.4903  -0.003  -0.0036  -0.0123
Si  6.8137  4.0537  28.5883  0.0174  0.0148  -0.0205
Si  4.1055  6.7864  28.4909  0.0113  0.0066  -0.0106
Si  9.5976  6.8145  28.5543  0.0013  -0.0068  -0.0126
Si  1.3552  9.4855  28.5495  0.0141  0.0134  -0.0172
Si  6.8639  9.5423  28.5083  -0.0017  -0.0004  -0.0115
Si  0.011  -0.0338  29.8931  -0.0038  -0.003  0.0066
Si  5.4892  -0.0168  29.8883  -0.0099  -0.0046  0.0132
Si  2.7337  2.7352  29.903  -0.0049  -0.0057  0.0088
Si  8.2288  2.6971  29.8962  -0.0024  -0.0073  0.0142
Si  0.0277  5.4415  29.8891  -0.004  -0.0027  0.0127
Si  5.4625  5.4584  29.906  -0.0002  -0.0077  0.0075
Si  2.7604  8.1672  29.8933  -0.009  -0.0057  0.0101
Si  8.2233  8.1939  29.8982  -0.0073  -0.0047  0.0093
Si  1.3673  1.3673  31.2643  -0.0192  -0.1061  -0.0527
Si  6.8362  1.3673  31.2643  0.0316  -0.1697  0.0207
Si  4.1018  4.1018  31.2643  -0.1049  -0.0018  0.1284
Si  9.5708  4.1018  31.2643  0.1453  -0.0842  -0.1288
Si  1.3673  6.8362  31.2643  0.0807  -0.2006  -0.009
Si  6.8362  6.8362  31.2643  0.0249  0.0033  -0.0482
Si  4.1018  9.5708  31.2643  0.1107  -0.0676  -0.1175
Si  9.5708  9.5708  31.2643  -0.0036  0.0077  0.1223
Si  2.7345  0  0.6835  0.0758  0.1088  0.0118
Si  8.2035  0  0.6835  -0.0964  0.0547  0.0521
Si  0  2.7345  0.6835  -0.1318  0.1673  -0.0299
Si  5.469  2.7345  0.6835  -0.0234  0.026  -0.0548
Si  2.7345  5.469  0.6835  0.0219  0.1402  0.1254
Si  8.2035  5.469  0.6835  -0.0373  0.0179  0.0825
Si  0  8.2035  0.6835  0.0346  -0.0569  -0.103
Si  5.469  8.2035  0.6835  -0.049  0.1279  0.0337
Si  4.1019  1.3879  2.0605  0.0107  -0.0098  -0.0114
Si  9.5352  1.4083  2.0377  -0.0082  0.0137  -0.0157
Si  1.3458  4.1287  2.0466  0.0066  0.0549  0.0117
Si  6.8121  4.1168  2.0549  0.0245  -0.0109  -0.0049
Si  4.1023  6.8588  2.0661  0.0016  -0.0092  -0.0136
Si  9.5576  6.8581  2.0569  0.0156  -0.0112  -0.0106
Si  1.3763  9.56  2.0312  0.0088  -0.0011  -0.0054
Si  6.8132  9.5864  2.0635  -0.0381  0.0121  0.0198
Si  -0.0151  0.0157  3.3054  -0.022  0.0054  -0.0083
Si  5.4651  0.0372  3.4604  0.0122  -0.0007  0.016
Si  2.7349  2.7859  3.3971  -0.0151  -0.04  -0.0166
Si  8.1568  2.7669  3.4446  0.0187  -0.0097  -0.0123
Si  0.0044  5.5234  3.433  -0.02  -0.039  0.039
Si  5.481  5.5036  3.4359  -0.0448  0.0007  -0.0224
Si  2.7657  8.2547  3.4473  -0.0133  0.0041  0.0227
Si  8.2002  8.2393  3.4191  0.0002  -0.0228  0.0092
Si  1.3655  1.3367  4.6469  0.0057  -0.0021  0.0068
Si  6.8115  1.4138  4.8692  0.0117  0.0369  0.0155
Si  4.0223  4.2328  4.7866  0.0004  0.0572  -0.0106
Si  9.55  4.1313  4.7812  -0.0464  0.0036  -0.0032
Si  1.358  6.9355  4.8038  -0.0062  0.0275  -0.0202
Si  6.8561  6.8512  4.8359  -0.0476  0.0096  -0.0281
Si  4.1201  9.6261  4.8664  -0.0182  0.0061  -0.0208
Si  9.5265  9.7086  4.7097  -0.0049  -0.0174  0.0162
Si  2.7125  0.1132  6.1547  0.0081  0.0242  0.031
Si  8.2228  0.0675  6.2287  0.0308  0.0046  0.0243
Si  -0.013  2.669  5.9723  -0.0253  -0.0005  0.034
Si  5.3876  2.8401  6.1662  0.0715  0.1617  0.0929
Si  2.6935  5.6221  6.2423  0.0262  -0.0253  0.0073
Si  8.3807  5.5956  6.2572  -0.1182  -0.0784  0.1955
Si  0.0125  8.4286  6.0426  0.0154  0.0075  0.0448
Si  5.5351  8.2608  6.2148  0.0302  -0.0136  -0.0015
Si  3.689  1.8157  7.4758  0.0419  -0.02  0.0602
Si  9.8296  1.2465  7.5299  -0.0041  0.0243  0.0227
Si  1.4104  3.9281  7.2705  -0.0526  0.0344  0.098
Si  6.4895  4.6032  7.2654  -0.4077  0.4167  -0.0001
Si  4.302  6.7961  7.5987  -0.28  0.2394  0.0227
Si  9.5676  7.2858  7.5031  0.0062  0.0389  -0.0048
Si  1.1203  9.9407  7.4931  0.0284  -0.0231  0.0414
Si  7.1834  9.3407  7.5374  0.0108  -0.0074  0.0306
O  9.616  6.6199  23.8996  -0.003  0.0071  0.0294
O  4.1123  1.2549  24.0082  0.001  0.0012  0.0216
O  8.3309  8.2329  8.0693  0.0265  0.0078  -0.0013
O  2.5611  2.9339  7.9239  -0.0032  -0.0051  -0.0585
O  6.8533  4.0599  23.9336  0.0048  -0.0011  0.0309
O  1.4576  9.4353  24.0173  -0.0034  0.0056  0.0185
O  5.4345  5.6451  8.0476  0.7107  -0.7004  -0.2736
O  -0.0013  0.1062  8.0223  -0.0041  -0.0093  -0.0611
H  6.5674  9.9206  8.763  -0.0033  -0.0063  0.0025
O  10.6626  6.8818  8.6866  -0.0236  -0.0077  -0.0419
O  1.7382  9.2434  8.849  -0.0093  0.0117  -0.0736
O  4.2407  1.276  8.9024  -0.0292  0.039  -0.0528
O  0.3141  4.3274  8.4383  0.029  0.0125  -0.0651
O  9.2384  2.0078  8.8839  0.0012  -0.0029  -0.0532
O  3.7446  7.508  8.9838  0.0988  -0.0875  -0.2257
H  7.9302  8.347  23.183  -0.003  0.0015  0.0056
H  8.6037  2.3278  23.3015  0.0014  -0.003  0.0044
O  5.2587  5.9751  23.0725  0.0038  0.0001  0.0305
O  2.2294  2.8449  23.1594  0  0.0009  0.0286
O  10.6779  0.1244  22.9296  -0.0012  0.0039  0.014
O  0.0382  4.3901  23.1926  0.0001  -0.0042  0.0321
O  3.4391  7.9121  23.2073  0.0053  -0.0018  0.0265
O  5.9142  10.3858  23.2022  0.0042  -0.0033  0.0256
Si  9.5634  9.3192  14.995  -0.004  0.0068  0.081
Si  2.4503  4.9576  11.6191  0.0245  -0.0153  0.1307
Si  0.8449  0.6963  14.7035  -0.0027  -0.0046  0.0999
Si  10.0422  9.9354  18.8658  0.005  -0.0076  -0.0214
Si  6.8271  0.3959  11.6659  0.017  0.0038  0.1507
Si  9.5584  7.1885  12.7252  -0.0082  0.0142  0.1183
Si  2.0411  9.206  17.9637  -0.0056  0.0055  0.0155
Si  2.9642  8.7098  9.7881  -0.0513  0.0418  0.1738
Si  4.1755  2.5021  16.8558  -0.0051  -0.0021  0.0341
Si  4.5072  7.1596  22.2373  -0.002  0.0052  -0.076
Si  10.8706  5.3505  16.7646  0.0033  0.0068  0.0313
Si  2.6146  6.3764  17.8801  -0.0043  -0.0038  0.0053
Si  0.9706  2.5614  17.2627  0.0071  0.009  0.0199
Si  5.7369  6.6038  16.9774  0.0004  0.003  0.0313
Si  8.5892  4.7288  11.4914  -0.0252  0.0156  0.1425
Si  10.9943  5.5101  9.5323  0.0336  -0.0383  0.1593
Si  3.0969  0.1184  20.2102  0.0029  0.002  -0.0516
Si  1.6257  7.5662  12.4886  -0.0021  0.0152  0.146
Si  5.7207  9.8911  21.6536  -0.0036  0.0043  -0.0731
Si  1.3616  1.8919  11.775  -0.0089  0.0073  0.1419
Si  0.2556  0.5597  21.4313  0.0076  -0.0043  -0.0645
Si  2.6905  9.4438  14.8345  0.0087  0.0074  0.0897
Si  8.9399  3.313  15.5599  0.012  0.0106  0.0633
Si  1.0232  3.4655  22.2596  0.0004  -0.0049  -0.0742
Si  9.3554  1.8661  10.5283  -0.0011  0.01  0.1436
Si  5.5779  8.7811  15.0022  -0.0097  -0.001  0.0834
Si  6.8037  8.3064  12.29  0.0051  -0.0036  0.1309
Si  3.0439  5.0678  20.4933  0.0053  -0.0035  -0.0607
Si  9.4006  1.6391  18.24  -0.0062  -0.0046  -0.0025
Si  7.946  0.912  14.4375  0.006  0.0014  0.0922
Si  5.9574  4.2961  15.1253  -0.0016  -0.0128  0.0809
Si  7.006  0.9192  19.7801  -0.0004  0.005  -0.031
Si  5.5659  5.4875  12.1192  0.0003  -0.0191  0.1511
Si  4.6618  2.7019  19.7648  -0.0005  -0.0032  -0.0344
Si  4.0358  0.6089  10.3741  -0.0042  0.0239  0.1596
Si  6.0394  0.2798  16.7824  -0.0082  0.0025  0.0367
Si  8.7228  7.6616  17.6071  -0.0021  -0.0088  0.0156
O  0.1169  1.7643  18.4373  0.0012  0.002  0.0039
O  6.0124  9.6791  16.2844  -0.0015  -0.0073  -0.0248
O  1.4816  5.52  10.3746  -0.0467  0.0071  -0.104
O  6.9451  4.905  11.3806  0.001  0.0018  -0.0786
O  3.3951  1.6775  19.866  0.0001  0.001  0.0211
O  7.1121  7.2307  17.696  -0.0086  -0.0029  -0.0039
O  6.9597  1.0627  13.1535  -0.0166  -0.0064  -0.0842
O  5.7023  7.1283  11.9489  -0.0032  -0.0046  -0.067
O  5.4254  1.0455  11.1185  -0.0186  -0.0041  -0.0784
O  10.2623  10.6713  20.3363  -0.0028  -0.0022  0.0233
O  8.9786  8.7211  16.3869  0.0061  0.0109  -0.0383
O  1.8843  3.4519  11.9364  0.0006  0.002  -0.0605
O  0.5894  1.8597  15.8241  -0.0012  -0.0147  -0.0413
O  8.9024  2.7146  17.1069  -0.0027  0.008  -0.0207
O  8.8489  3.1235  11.4532  0.0086  -0.0224  -0.0618
O  4.9431  3.0655  18.1907  -0.0024  0.0009  -0.0066
O  2.3591  11.0327  14.7539  -0.0036  0.0038  -0.0345
O  7.0701  1.0671  15.8034  0.0133  0.0024  -0.0368
O  9.5545  5.258  10.2678  0.0268  0.0109  -0.111
O  2.5877  2.6221  17.1886  -0.0027  0.0002  -0.0074
O  1.45  6.1074  16.6702  -0.0042  -0.0023  -0.0146
O  2.1579  7.7396  18.6416  0.0019  -0.002  0.0069
O  5.9902  2.0296  20.4139  0.0016  -0.0015  0.0234
O  9.17  8.5332  18.9461  -0.0018  -0.0012  0.0092
O  3.6221  6.4897  21.0441  -0.001  0.0011  0.0335
O  0.7948  1.3448  13.2065  0.0051  0.0175  -0.0886
O  2.1591  6.042  12.8231  0.0002  -0.0064  -0.0547
O  8.421  1.7513  19.5687  0.0059  0.001  0.0151
O  1.8154  8.4879  13.8226  -0.011  -0.0246  -0.0698
O  2.6607  1.0788  11.1561  0.0227  -0.0049  -0.0729
O  9.2382  10.9849  17.8776  0.0005  0.0047  -0.0001
O  6.9713  10.5403  20.7853  0.0024  -0.0017  0.029
O  9.1772  2.0055  14.5507  -0.0005  -0.0093  -0.039
O  10.9959  7.4557  12.0028  0.0064  -0.0067  -0.0664
O  6.728  8.5855  13.8881  0.0075  -0.0067  -0.0705
O  6.4687  0.3661  18.3405  -0.0032  -0.0031  -0.0077
O  0.3832  4.0388  17.5991  -0.0045  -0.0004  -0.0014
O  9.1682  5.5761  12.7936  0.0001  -0.0078  -0.0601
O  8.5405  10.3522  14.2797  -0.0038  0.0036  -0.0393
O  8.2628  0.6816  10.8939  0.0018  0.0067  -0.0667
O  2.4326  8.1826  11.2222  0.0265  0.0165  -0.1063
O  4.2293  9.3398  14.3095  -0.0045  0.0014  -0.0404
O  6.5498  9.7255  11.5535  -0.007  0.0123  -0.0708
O  5.6077  8.2435  21.6553  0.0017  -0.0044  0.0389
O  9.7375  7.9227  14.1631  0.0015  -0.0223  -0.061
O  8.3248  7.8574  11.8895  -0.001  -0.0025  -0.0564
O  2.5226  5.1707  18.9573  -0.0022  0.0025  0.0113
O  1.7713  0.0383  21.1411  -0.0067  0.0002  0.0332
O  1.7192  4.5293  21.258  -0.0013  0.0032  0.0334
O  10.9703  1.6903  10.8144  -0.0088  -0.0019  -0.0559
O  10.017  4.5858  15.5158  -0.0086  -0.0055  -0.0291
O  4.2978  4.0311  20.6101  -0.0015  0.0021  0.0277
O  5.5695  5.0206  13.7  -0.0014  0.014  -0.0845
O  0.4985  9.6606  18.0829  0.0022  0.0004  0.0024
O  4.2598  6.5357  17.6948  0.0093  -0.0005  -0.0041
O  3.9783  9.9364  10.1243  0.004  -0.0206  -0.0632
O  2.5278  9.0147  16.4087  0.0041  0.005  -0.0444
O  2.9539  10.269  18.7866  -0.0023  -0.0043  0.0049
O  7.4769  3.7339  14.9506  -0.0039  -0.0007  -0.0281
O  5.3285  7.3151  15.5851  -0.0018  0.0099  -0.032
O  10.899  10.2781  15.0611  0.0005  0.0035  -0.0302
O  4.3154  10.4204  21.0514  0.002  -0.0026  0.0335
O  4.5521  0.9288  16.6405  0.002  -0.001  -0.0131
O  4.7078  3.2872  15.5102  0.0083  0.0107  -0.0342
O  9.7598  6.3737  17.4319  0.0047  -0.004  -0.0085
O  0.2463  2.2277  21.4804  -0.0031  0.0011  0.0364
O  6.1725  5.1318  16.5041  0.0056  -0.0076  -0.0264
O  4.1186  4.9879  11.4353  -0.0164  0.0024  -0.0652

Results
free energy: -134646.902 eV
free energy less fixed offsets of H -15.97, O -568.88, Si -635.61 eV per atom: -1.422 eV

The program warned: the cutoff lies below the one the program advises for these potential files; the exchange-correlation potential is rough where the density is thin.
